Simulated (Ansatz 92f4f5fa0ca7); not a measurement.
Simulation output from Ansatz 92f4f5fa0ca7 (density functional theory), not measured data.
Periodic cell of 226 atoms, Si134O92, from a study of silicon, its oxide and their interface. The atomic structure is a simulated model.
Doubt: the cutoff is far below the 930 eV that the study's wrapper takes by default for these files, so forces and energies are approximate.
This geometry differs little from another in the collection (a relaxation step or a small displacement).

Settings
functional: PBE
potential files: Ansatz PAW
basis: plane waves
wave-function cutoff: 580 eV
density cutoff ratio: 5
exchange-correlation grid ratio: 1
k mesh: 1 x 1 x 1, Gamma-centred
self-consistency stop: 5e-08 eV per atom in the density residual
occupations: fixed
spin: none
net charge: 0

Cell vectors (angstrom)
a 10.938 0 0
b 0 10.938 0
c 0 0 32.8354

Atoms and the computed forces on them: element, x, y, z (angstrom), force x, y, z (eV/angstrom)
Si 0.1007 -0.3081 25.551 0.0014 0.0012 -0.0009
Si 5.992 -0.4787 25.3415 -0.0029 -0.0015 -0.0015
Si 2.7786 2.7018 25.1284 0.0017 0 -0.0015
Si 7.9978 3.3713 25.0174 0.001 0.0037 -0.0029
Si -0.4992 6.1908 25.3917 0.0021 -0.0016 -0.0084
Si 5.3904 5.2179 25.2943 0.0002 -0.0007 0.0001
Si 2.6329 8.6514 25.4341 -0.0013 -0.0006 0.0022
Si 8.1447 8.2524 25.88 -0.0005 -0.0008 0.001
Si 1.2691 1.482 26.554 0.0007 0.001 -0.0005
Si 6.9915 1.4518 26.3512 -0.0015 -0.0005 0.0011
Si 4.0839 3.9212 26.7116 0.002 0.0003 -0.0002
Si 9.4982 4.3401 26.5947 -0.0007 0.0007 -0.0008
Si 1.4296 6.9236 26.587 -0.0013 0.0016 -0.0008
Si 6.5801 6.7823 26.7294 0.0009 0.0014 0.0004
Si 4.2031 9.7241 26.7971 -0.0008 -0.0001 -0.0016
Si 9.6096 9.5785 27.056 -0.0001 0.0013 -0.0003
Si 2.6851 0.1322 28.0244 -0.0004 0 -0.001
Si 8.1578 0.1283 28.0563 0.0009 -0.0002 -0.002
Si -0.078 2.8387 27.9714 -0.0003 -0.0009 -0.0007
Si 5.5613 2.636 27.9867 -0.0004 0.0005 -0.0014
Si 2.7263 5.4376 27.9869 -0.0003 -0.0005 -0.0009
Si 8.0958 5.5238 28.0664 0.001 -0.0015 -0.0015
Si 0.1015 8.1385 28.1521 0.0002 0.0001 -0.0013
Si 5.394 8.2283 28.1231 -0.0004 0.0005 -0.0011
Si 4.1018 1.3673 29.4172 0.2426 0.1178 -0.0325
Si 9.5708 1.3673 29.4172 -0.0327 0.712 -0.051
Si 1.3673 4.1018 29.4172 -0.2657 0.1499 -0.3499
Si 6.8362 4.1018 29.4172 -0.0472 -0.418 -0.0069
Si 4.1018 6.8362 29.4172 -0.5367 -0.3452 0.1656
Si 9.5708 6.8362 29.4172 -0.1543 -0.2372 0.2128
Si 1.3673 9.5708 29.4172 0.5393 0.4328 0.2658
Si 6.8362 9.5708 29.4172 -0.0384 0.3555 -0.0594
Si 0 0 30.7844 0.0706 -0.0092 -0.0797
Si 5.469 0 30.7844 -0.1171 -0.1227 0.0308
Si 2.7345 2.7345 30.7844 0.1792 0.0619 -0.065
Si 8.2035 2.7345 30.7844 0.1273 0.0684 0.0719
Si 0 5.469 30.7844 -0.1137 -0.1206 0.0379
Si 5.469 5.469 30.7844 -0.1227 -0.1351 -0.0325
Si 2.7345 8.2035 30.7844 0.0487 0.0474 0.0604
Si 8.2035 8.2035 30.7844 0.2104 0.1358 -0.0547
Si 1.3673 1.3673 32.1517 -0.0265 -0.0099 -0.0418
Si 6.8362 1.3673 32.1517 0.0078 0.0068 -0.046
Si 4.1018 4.1018 32.1517 -0.0842 0.0434 0.0167
Si 9.5708 4.1018 32.1517 -0.0227 -0.0085 0.0197
Si 1.3673 6.8362 32.1517 -0.0844 0.0915 -0.0378
Si 6.8362 6.8362 32.1517 0.0213 0.0252 -0.0369
Si 4.1018 9.5708 32.1517 0.0566 -0.0542 0.0056
Si 9.5708 9.5708 32.1517 -0.0665 0.02 0.0097
Si 2.7345 0 0.6835 0.03 -0.0396 -0.0028
Si 8.2035 0 0.6835 -0.0058 0.0256 -0.0021
Si 0 2.7345 0.6835 0.0205 -0.059 0.0348
Si 5.469 2.7345 0.6835 0.02 -0.0203 0.0189
Si 2.7345 5.469 0.6835 0.0472 0.0009 0.0001
Si 8.2035 5.469 0.6835 0.0812 -0.0558 0.0071
Si 0 8.2035 0.6835 0.0313 -0.0211 0.0344
Si 5.469 8.2035 0.6835 -0.0433 0.037 0.0458
Si 4.1018 1.3673 2.0507 -0.1185 -0.0751 0.0123
Si 9.5708 1.3673 2.0507 -0.063 -0.0589 -0.0253
Si 1.3673 4.1018 2.0507 0.0251 0.0523 0.0177
Si 6.8362 4.1018 2.0507 0.0344 0.0269 -0.019
Si 4.1018 6.8362 2.0507 -0.1231 -0.0379 0.0014
Si 9.5708 6.8362 2.0507 -0.1049 0.0437 0.0162
Si 1.3673 9.5708 2.0507 -0.0866 0.042 0.0552
Si 6.8362 9.5708 2.0507 0.1366 0.0539 0.0101
Si 0 0 3.418 -0.1223 -0.2052 -0.0195
Si 5.469 0 3.418 -0.1671 -0.0106 0.2113
Si 2.7345 2.7345 3.418 0.1322 -0.1261 0.2468
Si 8.2035 2.7345 3.418 0.2114 0.1605 -0.7183
Si 0 5.469 3.418 0.1628 -0.0644 0.2534
Si 5.469 5.469 3.418 -0.0239 -0.0497 0.1218
Si 2.7345 8.2035 3.418 0.139 -0.3905 0.0438
Si 8.2035 8.2035 3.418 -0.0374 -0.0763 -0.2513
Si 1.3393 1.3623 4.7794 0.0078 0.0092 0.0063
Si 6.8777 1.4037 4.7321 -0.0028 -0.0001 0
Si 4.1896 4.0344 4.8277 -0.0058 0.0018 0.0009
Si 9.5525 4.072 4.764 -0.0031 -0.0009 -0.0024
Si 1.4447 6.7625 4.8402 -0.0024 -0.001 0.0009
Si 6.8262 6.8568 4.7786 -0.0076 0.0024 -0.0032
Si 4.1222 9.493 4.799 0.0078 -0.0041 -0.0032
Si 9.5918 9.4893 4.7747 -0.0008 -0.0028 0.003
Si 2.6945 -0.0831 6.0687 -0.0223 -0.0059 -0.0071
Si 8.1272 -0.0705 5.9955 0.007 0.0074 0.0006
Si -0.1192 2.6564 6.1562 0.0032 0.0002 0.0008
Si 5.646 2.7436 6.2471 -0.0028 0.0077 -0.0167
Si 2.7781 5.2749 6.2613 0.0014 -0.0022 -0.001
Si 8.2105 5.5001 6.085 0.0066 -0.0005 0.0062
Si 0.0068 8.0891 6.1936 0.0026 0.0012 -0.0045
Si 5.4833 8.1226 6.2674 0.0017 -0.0038 -0.0107
Si 4.3495 1.0838 7.211 -0.0123 0.0746 0.1
Si 9.6331 1.0095 7.4125 -0.0364 -0.0117 0.0303
Si 1.1154 4.0775 7.5335 -0.0049 0.0175 -0.0277
Si 6.8536 4.3822 7.6494 -0.0152 0.0105 -0.0093
Si 4.2133 6.605 7.6074 0.0085 -0.0152 0.0125
Si 9.8692 6.4283 7.4884 -0.0007 0.0054 -0.0036
Si 1.0627 9.7328 7.4522 0.0048 -0.0041 0.0013
Si 6.5726 9.8717 7.445 0.0378 -0.0284 0.0215
O 5.5687 5.6551 8.4713 -0.0069 0.0049 -0.012
O -0.0048 0.019 7.4813 -0.0027 -0.0033 -0.0063
O 3.5953 12.9611 8.3012 -0.1639 -0.0726 0.189
O 5.072 7.3355 10.6535 -0.0126 0.0058 0.0003
O 1.3534 9.6437 25.07 0.0005 0.0008 -0.0031
O 6.6445 4.2889 24.7358 0.0011 -0.0019 -0.0045
O 7.2249 9.3699 25.0719 0.0006 0.0001 -0.0028
O -0.1 7.0941 21.3559 0.0004 0.0002 -0.0017
O 7.3962 9.891 8.8553 -0.01 0.0387 -0.0332
O 0.0916 5.3192 7.8969 0.0048 -0.0088 0.0082
O 1.1857 9.238 9.037 0.0075 0.0285 0.0195
O 7.8876 4.2682 8.9449 0.006 -0.0045 0.0063
O 9.1584 6.6734 8.9729 0.0013 -0.0021 -0.0051
O 5.1418 -0.2718 7.6818 -0.0397 0.0583 0.0054
O 3.3049 7.1939 8.8713 -0.0024 0.0082 0.0036
O 9.0588 1.1428 8.9272 -0.0039 0.0039 -0.0431
O 5.3173 -0.4924 23.8442 0.0008 0.002 -0.0005
O 8.7477 3.3851 23.5252 -0.0014 -0.0004 -0.0008
O 10.8099 5.8852 23.8528 -0.0031 0.0022 0.0127
O 4.3899 5.642 24.0145 0.0004 0.0016 -0.0018
O 9.2358 7.2995 25.0792 0.0024 -0.002 -0.0041
O 3.4903 1.6555 24.0284 -0.0019 0.0011 -0.0009
O 3.4733 8.4048 24.0196 0.0012 0.0007 -0.0028
O 10.145 0.0187 24.1901 -0.0008 0.0006 -0.0011
Si 10.5588 2.3619 13.8568 -0.0083 -0.0074 -0.003
Si 2.4962 13.0613 9.4771 0.2284 -0.0789 0.0731
Si 7.1007 8.2483 14.2305 -0.0014 0.0037 -0.0016
Si 9.4775 1.6647 20.3363 0 0 -0.0002
Si 2.1062 6.0095 12.3925 0.0061 0.0079 0.0064
Si -0.6722 4.9849 12.5236 -0.004 -0.0093 0.0074
Si 9.9449 5.9784 17.9204 0.0015 0.0042 -0.0035
Si 4.3213 -1.5159 23.0426 0.0011 -0.002 0.001
Si 1.1631 8.3011 18.2026 -0.0039 0.0007 -0.0087
Si 6.1622 3.7186 15.7757 0.0018 -0.0108 -0.0067
Si 5.8284 -2.5283 20.502 0.0006 -0.0005 0.0023
Si 14.7096 3.8051 11.521 0.0403 -0.0961 -0.0295
Si 7.6352 0.4952 9.5884 0.1536 -0.1388 0.2296
Si 5.711 5.9089 10.2203 -0.0114 -0.0157 0.0126
Si -0.1337 8.6561 20.854 0.0021 -0.0001 -0.0012
Si 3.2563 3.2975 20.6416 0.0014 0.0022 -0.0016
Si 9.0486 4.0222 22.0335 0.0005 -0.0004 0.0006
Si 8.5394 5.4734 9.907 -0.0086 0.0081 0.0161
Si 7.5108 -0.8435 16.5185 0.0029 0.0017 -0.0105
Si 3.6373 -6.6118 14.3722 -0.0003 -0.0013 0.0036
Si 8.2058 -0.958 19.4994 0.0005 0.0005 -0.0086
Si 8.1575 -0.7042 12.5281 0.0003 0.0265 -0.0079
Si 1.6505 2.4124 16.0434 -0.0001 -0.0026 -0.0043
Si 11.259 10.4126 13.0827 -0.0306 0.0002 0.0032
Si 4.8602 8.9996 15.8615 -0.0009 0.0048 -0.0015
Si -0.0837 0.1065 22.7188 -0.001 0.0031 -0.0012
Si 8.472 5.6261 15.1222 -0.0073 -0.0086 -0.007
Si 1.89 10.1576 15.7394 0.0007 0.0103 -0.0028
Si 13.7641 11.9489 22.6503 -0.002 0.001 0.0001
Si 1.8179 -0.8243 10.2822 -0.0292 0.0483 0.0264
Si 0.3892 5.8751 22.3313 0.0004 0.0026 0.002
Si 3.1425 4.9778 23.1543 -0.0017 0.0027 0.001
Si 4.1055 7.2146 18.2152 -0.0004 0.0013 -0.0063
Si 0.7472 3.3858 18.854 -0.0029 0.0008 -0.0034
Si 18.6069 12.3173 14.6633 -0.0021 -0.0076 -0.0182
Si -3.335 5.7692 20.1501 0.0001 0.0011 -0.003
Si 3.5492 -3.0729 10.3857 0.0069 -0.0129 0.006
Si 5.3094 -6.6667 18.678 0.0004 -0.0015 -0.0059
O 8.6408 2.937 20.887 0.0005 0.0011 0.0012
O 7.9798 -1.9006 15.3709 -0.0045 -0.0001 0.0072
O 11.1781 9.5536 22.16 0.0004 0.0036 -0.0015
O 12.1703 11.9629 22.9427 0.0022 0.0003 -0.0036
O 4.3837 3.2177 19.4889 -0.0023 0.0018 0.0013
O 1.735 11.6623 9.7943 0.1494 0.1159 -0.0294
O 14.2957 2.4298 10.8171 -0.162 0.0378 -0.2168
O -5.7928 8.5339 21.9725 0.0017 0.0006 -0.0062
O 5.0424 4.5848 10.8396 -0.0764 -0.0473 0.0395
O 9.3251 9.0752 20.2805 -0.0009 0.0006 0
O 7.6234 -6.5366 15.7426 0.0053 0.0135 -0.0053
O 1.0467 9.7502 14.3945 -0.0006 0.0022 -0.0077
O 1.4873 3.3156 8.9671 0.0244 -0.0245 0.0185
O 1.0518 9.9385 11.7007 0.0298 0.0189 -0.0582
O 9.5548 4.9644 11.0519 -0.0041 0.0064 -0.0078
O -2.4039 0.6416 19.5075 0.0007 -0.0021 -0.0019
O 6.4516 1.5014 9.4313 -0.0609 0.0464 -0.1133
O 6.8018 -3.808 20.4591 -0.0009 -0.0007 -0.0009
O 5.7359 3.4794 17.324 0.0019 0.0011 -0.0027
O 3.2873 -0.5051 22.3079 -0.0029 0.0043 -0.0029
O -1.2405 10.0072 13.0442 0.0171 0.0139 -0.0139
O 8.1543 -1.3585 17.9193 -0.0009 0.0036 0.0112
O -7.532 9.6196 15.5776 0.0046 -0.0046 0.0024
O 3.1078 1.8172 21.2791 -0.0007 0.0006 0.0006
O -7.5889 -1.4544 10.3882 -0.0041 0.0052 0.0003
O 6.6215 4.6226 19.5578 0.0025 0.0024 0.0008
O 2.7624 14.3218 15.3568 -0.0001 0.0024 -0.0019
O -3.6994 6.0771 10.6708 0.0146 -0.0093 -0.0115
O 10.9017 3.5097 12.7535 -0.0017 0.012 -0.0018
O 8.052 0.6426 16.0895 -0.0036 -0.0025 0.0029
O 11.9223 8.959 19.694 -0.0027 0.0005 0.0022
O 2.8388 5.6806 13.8423 -0.0007 0.0019 -0.0076
O 9.3024 5.2427 13.7869 -0.0033 0.0043 0.0062
O -2.787 5.3268 21.6331 0.0011 0.0004 -0.0013
O 1.5927 2.7601 17.619 -0.0011 0.005 0.0006
O 4.4638 5.6448 18.4165 -0.0005 0.0046 -0.0021
O 11.1552 13.6681 15.3312 0.0027 -0.0002 0.0012
O 11.3506 1.0897 13.2343 -0.0012 -0.0082 0.0043
O 10.7151 2.1972 19.4249 0.0008 0.0005 -0.0008
O 7.4988 -2.2049 12.7214 -0.0026 -0.0026 0.0023
O 2.0233 5.9643 22.4697 0.0013 0.0002 -0.0038
O 7.2876 0.267 13.5421 0.0181 -0.0182 -0.0052
O 10.6311 4.4661 21.8115 -0.0007 -0.001 -0.0031
O 7.3989 6.6952 14.5487 0.0037 -0.0012 0.0003
O 5.5043 8.5308 14.4392 0.0054 -0.0046 0.0005
O 12.1424 -1.4652 17.0615 0.004 -0.0043 0.0041
O 10.8277 7.3286 18.013 0.0018 -0.0019 -0.0006
O -4.5779 2.3242 14.9421 0.0019 0.0077 0.0118
O 2.2854 3.9687 24.1523 0.0023 -0.0006 -0.0025
O 8.9555 13.13 14.0674 0.0081 -0.0008 0.0015
O -1.4873 -4.9166 16.3604 -0.0007 -0.0057 0.0045
O 8.1466 -0.0523 11.0724 -0.0262 0.019 -0.0465
O 8.7352 6.0555 19.0098 -0.0004 0.0005 -0.0011
O 5.0271 15.6407 15.1238 -0.0025 -0.0047 -0.0022
O 16.8008 10.092 16.5776 -0.0035 -0.0061 -0.0003
O 3.8036 4.2483 21.8561 -0.0001 -0.002 -0.0044
O 10.8358 4.6621 18.3026 0.0001 -0.0001 0.0034
O 6.7373 9.732 20.1819 0.0004 -0.0027 -0.002
O 11.4345 6.127 12.553 0.0033 -0.0022 -0.0059
O 15.58 8.1853 19.4111 0.0013 0.0017 -0.003
O 2.4761 4.7875 11.383 0.0129 -0.0087 -0.0078
O 2.4941 -3.564 18.1423 0.0037 -0.0024 -0.0017
O 4.7662 7.6764 16.8073 -0.0068 0.0038 0.0002
O 4.0785 14.3923 13.0666 -0.0058 0.0234 -0.0942
O 2.6126 7.3528 11.6202 0.0043 -0.0059 -0.0022
O 1.8398 3.82 20.0004 0.0019 0.0002 0.0017
O -1.0265 0.8642 21.6719 0.005 -0.004 0.0031
O 12.9358 0.8341 15.8971 -0.0031 -0.004 0.0038

Results
free energy: -137504.918 eV
free energy less fixed offsets of O -568.88, Si -635.61 eV per atom: 3.782 eV

The program warned: the cutoff lies below the one the program advises for these potential files; the exchange-correlation potential is rough where the density is thin.
